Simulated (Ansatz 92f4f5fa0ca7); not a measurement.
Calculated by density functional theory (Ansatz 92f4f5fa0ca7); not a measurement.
Periodic cell of 223 atoms, Si133O90, from a study of silicon, its oxide and their interface. The atomic structure is a simulated model.

Settings: functional PBE; potential files Ansatz PAW; basis plane waves; wave-function cutoff 700 eV; density cutoff ratio 5; exchange-correlation grid ratio 1; k mesh 2 x 2 x 1, shifted by 0.5 0.5 0.5 of a step; self-consistency stop 5e-08 eV per atom in the density residual; occupations fixed; spin none; net charge 0.

Cell vectors (angstrom)
a	10.938	0	0
b	0	10.938	0
c	0	0	32.3439

Atoms and the computed forces on them: element, x, y, z (angstrom), force x, y, z (eV/angstrom)
Si	0.3414	-0.2906	24.7458	0.0148	-0.0049	-0.0427
Si	5.2898	0.2924	25.0494	-0.0032	0.0254	-0.0199
Si	3.0744	2.4775	25.0166	0.0205	-0.0203	-0.05
Si	7.945	2.9312	25.0077	-0.0218	0.0014	-0.0252
Si	-0.2036	5.6635	24.7811	-0.0152	0	-0.0472
Si	5.7575	5.1738	24.8999	0.0126	-0.0229	-0.0368
Si	2.6212	8.4071	24.6479	-0.0026	0.0134	-0.0377
Si	8.495	7.9043	24.8228	0.0097	-0.017	-0.0453
Si	1.4087	1.2936	26.1714	-0.0096	0.0017	0.0097
Si	6.8341	1.4066	26.3807	-0.0076	0.0028	-0.0097
Si	4.1779	4.0913	26.2831	0.0053	0.0109	-0.0042
Si	9.6034	4.1138	26.1802	-0.0083	-0.0015	0.005
Si	1.4195	6.8474	26.0548	0.009	-0.0031	0.0067
Si	6.9003	6.7979	26.1751	-0.0134	0.0037	0.0088
Si	4.1014	9.5357	26.1505	-0.0043	-0.0008	0.0054
Si	9.6532	9.532	26.1056	-0.0101	0.0078	0.0199
Si	2.7548	-0.0457	27.5717	-0.0057	-0.0075	-0.0051
Si	8.2631	-0.0488	27.5442	0.0213	-0.0184	-0.0108
Si	0.025	2.7036	27.5224	0.0043	-0.0041	-0.0031
Si	5.4709	2.7489	27.6817	-0.0027	-0.0027	-0.0188
Si	2.7331	5.4836	27.5232	-0.0109	0.0123	0.0053
Si	8.2325	5.4482	27.5816	0.0062	0.0048	-0.0039
Si	0.0481	8.1751	27.5258	0.0009	-0.0012	-0.0029
Si	5.4912	8.1779	27.5195	0.0004	-0.0017	-0.0016
Si	4.1018	1.3673	28.9256	-0.2479	-0.2721	0.4042
Si	9.5708	1.3673	28.9256	0.159	-0.0858	-0.1589
Si	1.3673	4.1018	28.9256	0.0275	-0.0124	-0.3322
Si	6.8362	4.1018	28.9256	0.312	0.2731	0.6349
Si	4.1018	6.8362	28.9256	0.0172	0.0276	-0.2386
Si	9.5708	6.8362	28.9256	0.2204	0.0447	-0.0367
Si	1.3673	9.5708	28.9256	0.0074	-0.1684	0.0855
Si	6.8362	9.5708	28.9256	0.1043	-0.1477	-0.2664
Si	0	0	30.2929	0.0143	0.018	-0.0171
Si	5.469	0	30.2929	-0.0303	0.0649	-0.0136
Si	2.7345	2.7345	30.2929	-0.0105	-0.0551	0.0031
Si	8.2035	2.7345	30.2929	-0.0434	0.0685	-0.0044
Si	0	5.469	30.2929	-0.0517	0.0244	-0.0157
Si	5.469	5.469	30.2929	0.0666	0.0133	0.0029
Si	2.7345	8.2035	30.2929	-0.0245	0.0473	-0.0176
Si	8.2035	8.2035	30.2929	-0.0035	0.0115	-0.0158
Si	1.3673	1.3673	31.6601	-0.0252	-0.0041	0.0153
Si	6.8362	1.3673	31.6601	0.0471	-0.0686	-0.0022
Si	4.1018	4.1018	31.6601	0.0131	0.0113	0.0011
Si	9.5708	4.1018	31.6601	0.0308	-0.0406	-0.0013
Si	1.3673	6.8362	31.6601	0.0942	-0.035	-0.0087
Si	6.8362	6.8362	31.6601	-0.0173	-0.0074	0.0099
Si	4.1018	9.5708	31.6601	-0.0044	-0.0425	-0.0057
Si	9.5708	9.5708	31.6601	-0.022	0.0284	0.0023
Si	2.7345	0	0.6835	0.0632	-0.003	-0.0284
Si	8.2035	0	0.6835	-0.0529	0.0505	-0.0098
Si	0	2.7345	0.6835	-0.0241	0.0254	0.0265
Si	5.469	2.7345	0.6835	-0.034	0.0396	0.0142
Si	2.7345	5.469	0.6835	-0.0918	0.0382	-0.0149
Si	8.2035	5.469	0.6835	0.0104	-0.0121	-0.0313
Si	0	8.2035	0.6835	-0.0133	0.0002	0.0089
Si	5.469	8.2035	0.6835	0.0238	0.0202	0.0244
Si	4.1018	1.3673	2.0507	-0.113	-0.1483	0.017
Si	9.5708	1.3673	2.0507	-0.0234	-0.1432	-0.0118
Si	1.3673	4.1018	2.0507	0.1436	0.0538	-0.0108
Si	6.8362	4.1018	2.0507	0.0615	0.0576	0.0236
Si	4.1018	6.8362	2.0507	-0.0382	-0.0538	0.0133
Si	9.5708	6.8362	2.0507	-0.1284	-0.0978	0.0055
Si	1.3673	9.5708	2.0507	0.0687	0.0779	0.0047
Si	6.8362	9.5708	2.0507	0.0919	0.0471	0.0094
Si	0	0	3.418	-0.031	0.2987	-0.3602
Si	5.469	0	3.418	0.0546	0.175	0.0095
Si	2.7345	2.7345	3.418	-0.2556	0.1115	-0.1144
Si	8.2035	2.7345	3.418	-0.1153	0.0926	0.38
Si	0	5.469	3.418	-0.1997	-0.2082	0.1582
Si	5.469	5.469	3.418	-0.0174	-0.0877	0.1558
Si	2.7345	8.2035	3.418	0.044	0.0176	0.0278
Si	8.2035	8.2035	3.418	-0.0696	-0.0599	-0.2978
Si	1.2205	1.4987	4.7697	-0.0072	0.0123	0.0071
Si	6.7998	1.3902	4.8255	-0.0242	0.0203	-0.0016
Si	4.1333	4.0294	4.7943	0.0028	-0.0051	0.0008
Si	9.5396	4.1116	4.8506	0.0108	-0.016	-0.0162
Si	1.3669	6.82	4.7662	-0.0133	0.0018	0.0028
Si	6.7908	6.8987	4.7806	-0.0018	-0.0044	0.0082
Si	4.0752	9.6201	4.7724	0.0121	-0.0162	0.0097
Si	9.6083	9.5457	4.7196	0.0025	0.0006	0.0069
Si	2.6637	0.1406	5.9673	0.0361	-0.0171	0.0075
Si	8.1825	-0.0803	6.0288	-0.0129	0.0329	0.0255
Si	-0.1794	2.7185	6.3807	0.0226	-0.0026	-0.0183
Si	5.4354	2.6838	6.3366	-0.016	-0.0041	-0.0327
Si	2.667	5.3582	6.0654	-0.0101	0.0321	0.0289
Si	8.1609	5.5325	6.1475	0.0331	-0.0093	0.0213
Si	0.0381	8.2174	6.1186	0.007	0.0178	-0.0137
Si	5.3856	8.25	6.1864	0.0342	0.011	-0.0191
Si	3.6712	1.5488	7.5619	-0.047	-0.01	0.0343
Si	9.6146	0.8907	7.6062	0.0006	-0.0562	0.0338
Si	1.5245	3.9006	7.5603	0.0374	0.0213	0.0238
Si	6.5335	4.4573	7.4801	-0.002	0.04	0.0316
Si	4.1857	6.5829	7.3267	-0.0019	-0.0256	0.0209
Si	9.3648	7.1387	7.4229	-0.0189	0.0109	0.0246
Si	1.1912	9.8982	7.3004	-0.0011	0.0142	0.0284
Si	7.073	9.3539	7.433	0.0264	-0.0018	0.0213
O	9.6039	6.7824	24.2862	0.0018	0.0006	-0.0131
O	4.1781	1.3715	24.4535	0.0002	0.0069	-0.0228
O	8.1916	8.2102	7.8822	-0.0041	0.001	0.0263
O	2.6465	2.7718	8.0315	-0.0032	-0.0115	0.0168
O	6.8605	4.035	24.4061	-0.0059	0.0061	-0.0203
O	1.4685	9.5359	24.2024	0.0016	0.0005	-0.014
O	5.3622	5.555	7.8463	-0.0011	-0.0088	0.0232
O	0.0024	-0.0441	7.8456	-0.016	0.0065	0.0245
O	7.1252	4.0681	8.9559	0.0025	0.0017	0.0019
O	6.7032	10.2087	8.816	0.0244	-0.0094	-0.0034
O	10.1632	6.6722	8.79	-0.0058	-0.0173	0.0024
O	2.0764	9.5598	8.6382	-0.0035	0.0184	0.0024
O	3.8988	0.6237	8.9339	-0.0177	0.0022	-0.0137
O	1.0467	4.7039	8.9338	-0.019	-0.0094	-0.0083
O	8.8626	0.7954	9.1046	-0.0096	0.0042	-0.0099
O	3.3715	7.1207	8.6377	0.0213	0.0128	0.0143
O	7.7709	8.5329	23.4784	0.0096	0.0137	0.0098
O	8.5471	2.0672	23.7628	0.0073	-0.0017	-0.0018
O	5.0939	5.7887	23.5323	-0.0078	0.0012	0.0073
O	2.4769	3.2571	23.7183	-0.0037	0.0039	0.013
O	10.6218	0.4264	23.4055	-0.0115	-0.0114	0.0147
O	0.4221	4.9404	23.4242	0.0133	0.0089	0.0094
O	3.3813	7.7987	23.2791	-0.0133	-0.0112	0.0181
O	6.1622	10.6587	23.8	0.0016	-0.0097	-0.0052
Si	9.5554	2.548	19.9306	0.0033	0.0038	0.0026
Si	5.5786	6.6948	19.6352	0.0016	-0.0003	-0.0002
Si	7.9994	3.3911	14.5537	-0.0018	0.0003	-0.0005
Si	13.3111	3.2357	13.3474	-0.0059	0.0015	-0.0017
Si	4.6552	1.4277	13.5985	-0.0007	0.002	0.0021
Si	5.021	7.2082	14.3231	0.0031	0.0009	0.0002
Si	4.0076	5.4656	12.2661	-0.0017	-0.0026	-0.0046
Si	4.0119	6.4572	22.518	-0.0033	-0.005	-0.0022
Si	9.5848	10.9808	14.3343	-0.017	-0.0108	-0.0252
Si	6.8187	5.517	12.6376	0.0023	0.005	-0.0035
Si	7.3056	1.9002	12.1703	-0.0026	0.0016	-0.0009
Si	3.3087	13.5137	17.8198	-0.001	0.0002	0.0015
Si	7.9891	4.3625	10.2929	0.0046	0.0033	-0.0085
Si	9.1902	7.8163	14.6417	-0.0055	-0.015	0.0055
Si	7.56	0.51	18.4633	-0.0002	-0.0033	0.0027
Si	9.7688	5.1798	16.2483	0.0039	0.0066	0.0055
Si	7.7019	9.6865	16.2795	-0.0008	-0.005	0.0066
Si	2.1752	11.3449	12.4189	-0.0067	0.0002	-0.0023
Si	7.9886	15.8603	18.7748	0.0035	0.0069	0.0081
Si	12.4861	13.484	20.0663	-0.0003	0	0.0035
Si	-1.647	1.0867	22.713	-0.0057	0.0027	0.0003
Si	4.9336	10.0226	15.4047	-0.0015	0.0008	0.0009
Si	2.8571	10.949	19.2413	-0.0034	-0.0023	0.0033
Si	5.5688	9.6645	20.0993	-0.0024	-0.0015	0.0035
Si	10.7462	5.4469	9.6989	-0.0048	-0.0043	-0.0044
Si	7.1022	9.8437	22.7731	-0.002	0.0028	0.0036
Si	6.274	13.8272	17.0036	-0.0047	-0.0003	-0.0035
Si	-3.13	-0.1987	9.9154	-0.0049	-0.0083	0.0025
Si	1.7331	4.2697	16.0801	-0.0031	0	-0.0035
Si	-1.7046	9.1521	11.9764	-0.007	-0.0031	-0.0233
Si	0.9897	8.9321	14.2612	0.0051	0.0033	0.0064
Si	3.488	7.6305	10.1708	0.0063	-0.0024	-0.0104
Si	1.7431	4.2814	22.7101	0.0002	-0.0002	0.0028
Si	2.534	9.143	16.9681	-0.0054	0	0.0038
Si	13.9984	10.3541	9.6794	-0.0034	-0.0061	0.0006
Si	3.9751	6.3998	17.0677	0.004	-0.0006	0.0038
Si	11.6794	-3.4847	11.725	0.0014	-0.004	-0.0004
O	5.0771	6.6881	15.876	-0.0267	0.0126	-0.0069
O	3.705	2.6475	14.1109	-0.0106	-0.0084	-0.0272
O	6.6435	3.1755	15.4411	0.0236	-0.0006	0.0074
O	3.9943	10.1285	20.0892	0.0088	0.0075	-0.0213
O	4.2531	6.4383	10.971	-0.0124	0.0018	0.0138
O	1.3349	3.3771	21.4362	0.0132	0.0112	-0.0047
O	4.0915	9.167	10.2088	-0.0188	0.0037	-0.0142
O	-3.3984	-5.2387	11.1628	0.0012	-0.0305	0.0109
O	10.6481	-2.2925	11.3749	-0.0014	-0.0122	0.0299
O	9.1995	3.7944	15.5764	-0.0006	0.0113	-0.0003
O	5.4294	4.6889	12.4135	0.0044	0.0187	0.0099
O	3.5556	10.156	16.2226	0.0137	-0.0134	0.0034
O	6.385	6.8644	13.4753	-0.0189	-0.0063	0.0093
O	10.3015	9.1119	14.6688	-0.0053	0.0168	-0.0022
O	6.0949	9.6327	16.4604	0.0012	-0.0034	-0.0235
O	9.7718	6.3755	15.0955	-0.0014	-0.0104	0.0145
O	13.7588	4.344	12.1935	0.0103	-0.0042	0.0297
O	6.731	1.3769	17.3642	0.0093	0.0166	0.013
O	1.5441	8.6908	15.7545	0.0071	-0.0149	-0.0109
O	1.9659	9.9095	18.3054	0.0301	0.011	0.0004
O	14.1452	7.7711	17.487	0.0108	-0.0005	-0.019
O	4.6921	14.0862	17.2173	0.0043	-0.0199	0.0013
O	8.6701	12.3824	19.1505	-0.0071	0.009	-0.0035
O	5.7893	2.0724	12.6722	0	-0.0051	0.0125
O	8.2299	2.0668	13.562	-0.0142	0.0148	0.0079
O	2.7553	5.4611	22.2414	0.0039	-0.0018	0.0132
O	8.8795	14.9779	19.8348	-0.0033	-0.0137	-0.0235
O	2.0699	10.9474	10.8433	0.0163	-0.0028	0.0029
O	-3.1138	4.6882	13.5926	-0.0178	-0.011	-0.0023
O	10.6734	11.8769	14.9284	-0.0019	0.0229	0.0272
O	7.7971	3.0962	11.2423	-0.0077	0.0024	0.0026
O	8.7294	7.9849	13.0669	0.012	0.0154	-0.0115
O	2.7521	14.2062	19.2115	-0.0163	-0.0304	-0.0022
O	12.4665	4.0615	14.4675	0.0175	-0.008	0.0114
O	8.2859	10.8293	22.2278	-0.0003	0.0038	0.0193
O	12.997	7.7799	10.8888	-0.0032	-0.0078	0.0079
O	12.5586	1.9446	12.6512	0.0342	-0.0052	0.0037
O	8.1433	10.6574	15.0513	0.0151	-0.0129	0.0127
O	4.722	16.8843	18.4493	0.0121	0.0185	0.0012
O	8.3097	10.1976	17.7016	-0.0258	0.0214	-0.0118
O	5.2918	11.4833	14.798	-0.0119	-0.005	-0.0095
O	3.7712	0.3807	12.7258	-0.0109	0.0225	0.0155
O	7.0002	14.8486	18.0076	0.0098	-0.0025	-0.0047
O	-1.5389	10.5959	12.7324	-0.0057	-0.0403	0.0124
O	9.7032	2.0264	21.4644	-0.0109	-0.0128	-0.0081
O	5.7523	8.279	19.2552	-0.011	-0.0076	0.0161
O	2.9203	5.3144	16.4943	-0.0024	0.0061	-0.0002
O	-2.5886	-1.572	10.635	-0.0008	0.007	0.0096
O	6.4908	21.8116	19.5361	0.0066	-0.0104	-0.0128
O	11.9691	7.5562	13.3511	-0.0119	0.0338	-0.0146
O	6.1092	9.3408	21.5988	0.0083	0.009	-0.0082
O	2.1281	2.8197	16.7213	0.0126	0.0261	0.0059
O	7.0768	16.9338	19.6265	-0.0106	-0.0087	-0.0194
O	7.2297	11.5431	11.2027	0.0084	0.0028	-0.0204
O	8.9354	16.5446	17.6046	0.001	-0.0235	-0.0055
O	1.9422	0.9397	20.2462	0.0119	0.0175	-0.0284
O	3.7784	-4.4899	13.5678	0.0372	-0.0064	-0.0109
O	8.1479	8.1806	15.8297	0.0037	0.0218	-0.0119
O	0.2091	6	11.1935	-0.0051	0.0138	-0.0211
O	4.8143	8.8296	14.2812	0.0036	-0.0075	0.0281
O	11.0519	13.5513	19.2842	-0.0046	-0.0087	0.0235
O	4.7875	6.6528	21.0839	-0.0015	-0.0032	-0.0064
O	1.5159	10.1853	13.3838	0.0006	-0.0134	-0.0153
O	11.3027	4.9033	16.6882	-0.0056	-0.0075	-0.0194
O	3.5971	1.0233	18.1967	-0.0209	-0.002	0.0151
O	9.5566	4.3658	9.8787	-0.0037	0.0246	0.0079

Results
free energy: -135751.054 eV
free energy less fixed offsets of O -569.03, Si -635.61 eV per atom: -2.224 eV

The program warned: the cutoff lies below the one the program advises for these potential files; the exchange-correlation potential is rough where the density is thin.
